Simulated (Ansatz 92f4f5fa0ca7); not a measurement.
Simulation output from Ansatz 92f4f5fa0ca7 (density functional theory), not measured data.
Periodic cell of 192 atoms, Si128O64, from a study of silicon, its oxide and their interface. The atomic structure is a simulated model.
This geometry differs little from another in the collection (a relaxation step or a small displacement).

Settings: functional r2SCAN; potential files Ansatz PAW; basis plane waves; wave-function cutoff 800 eV; density cutoff ratio 5; exchange-correlation grid ratio 1; k mesh 1 x 1 x 1, shifted by 0.5 0.5 0 of a step; self-consistency stop 1e-10 eV per atom in the density residual; occupations fixed; spin none; net charge 0.

Cell vectors (angstrom)
a	10.88	0	0
b	0	10.88	0
c	-2.0964	-3.2731	27.998

Atoms and the computed forces on them: element, x, y, z (angstrom), force x, y, z (eV/angstrom)
Si	1.6458	-1.668	0.1115	-0.0044	0.0017	-0.0151
Si	4.3172	1.1135	0.2278	-0.0022	0.0025	-0.0222
Si	1.0959	4.3097	0.0452	0.0013	-0.0047	-0.0238
Si	3.9174	-3.8151	0.1474	0.0027	0.0009	-0.0248
Si	-4.3728	-1.1296	0.066	0.0016	-0.0004	-0.0282
Si	-1.6341	1.6849	0.0421	0.0041	-0.0041	-0.0244
Si	6.9602	3.8239	0.1035	-0.0055	0.0005	-0.0127
Si	-1.0619	-4.2635	0.0231	0.0034	0.0054	-0.0178
Si	2.7074	-0.04	1.439	0.0014	-0.0004	-0.0012
Si	5.4691	2.6903	1.492	-0.0027	-0.0013	0.0023
Si	2.7376	-5.4637	1.3398	-0.0023	-0.0011	0.0012
Si	5.4349	-2.6687	1.4702	0.0023	-0.0005	-0.0059
Si	-2.7148	0.0062	1.3032	0	0.0007	0.0021
Si	-0.0399	2.7588	1.381	-0.0008	-0.0002	-0.0012
Si	8.1571	5.4727	1.285	0.0011	0.0017	-0.0026
Si	0.038	-2.7457	1.4152	-0.0008	0.0012	0.0023
Si	1.3272	1.3665	2.7107	-0.0015	-0.0004	0.0037
Si	4.0753	4.0821	2.7424	-0.0008	0.0011	0.0003
Si	1.3903	-4.1163	2.7693	-0.0003	0.0009	-0.0049
Si	4.0694	-1.349	2.8457	-0.0011	0.0003	-0.003
Si	6.8371	1.312	2.7939	0	0.0011	0.0021
Si	9.4939	4.1257	2.7397	0.0006	0.0011	0.0015
Si	6.8205	6.7995	2.7075	0.0014	-0.0003	0.0039
Si	-1.355	-1.3454	2.6835	-0.0006	0.0005	-0.0024
Si	-0.0142	0.0025	4.0765	0.0003	0.0009	-0.0022
Si	2.7045	2.7143	4.0778	0.0003	0.0014	-0.0029
Si	-0.0019	5.4365	4.1084	-0.0008	-0.0008	0.0038
Si	2.7167	-2.7434	4.142	0.0002	0.0023	-0.0007
Si	5.4512	0.0011	4.1563	-0.0007	-0.002	-0.0035
Si	8.1709	2.7302	4.1049	0.0012	0.0007	0.0019
Si	5.4498	5.4488	4.0808	-0.0004	0.0003	-0.0029
Si	8.1732	-2.7115	4.06	-0.001	-0.0004	-0.0022
Si	1.3586	-1.3672	10.8563	-0.0015	-0.0013	0.0006
Si	4.089	1.3913	10.8879	-0.0012	0.0003	0.0003
Si	1.3937	4.0474	10.8988	-0.0013	0.0005	-0.0026
Si	4.0845	-4.0856	10.8514	-0.0013	-0.0006	0.0014
Si	6.7702	-1.3417	10.8956	0.0005	-0.0018	-0.0014
Si	-1.355	1.3569	10.8418	-0.001	0	-0.001
Si	6.7782	4.064	10.8609	-0.001	-0.0004	0.0012
Si	-1.3702	6.7987	10.8531	-0.0005	-0.001	0.0005
Si	2.71	0.0229	12.1936	-0.0001	-0.0005	0.0004
Si	5.4345	2.7456	12.2882	0.0004	0	-0.001
Si	2.8037	5.3972	12.2342	0.0004	0.0012	-0.0024
Si	5.3883	-2.7155	12.2369	-0.0021	-0.0025	-0.0008
Si	-2.7479	0.064	12.2127	-0.0003	0.0029	-0.004
Si	0.0269	2.6536	12.2268	0.0007	-0.0019	-0.0031
Si	8.1308	5.4345	12.1805	-0.0015	-0.0003	0.0021
Si	0.0024	-2.7375	12.202	-0.0019	0	-0.0011
Si	1.3812	1.2959	13.6424	0.0002	-0.0028	0.0035
Si	4.1346	4.0971	13.7321	-0.0011	-0.002	0.0018
Si	1.4121	-4.1271	13.4958	0	0.0012	0.0021
Si	4.0252	-1.3105	13.5707	-0.0037	-0.0001	0.0067
Si	-4.0685	1.4238	13.6495	-0.0005	0.0044	0.006
Si	-1.3655	4.048	13.4665	-0.0054	-0.001	0.0055
Si	6.7399	-4.1175	13.5466	-0.001	-0.0034	0.0013
Si	-1.3927	-1.3348	13.4841	0.0041	0.0014	0.0043
Si	-0.0473	-0.1114	14.9476	-0.001	-0.004	0.006
Si	2.7295	2.6988	15.033	0.0001	-0.0001	-0.0037
Si	0.0461	-5.5253	14.7696	0.0004	0.0007	0.0033
Si	2.6451	-2.7097	14.8831	-0.0013	0.0008	0.0032
Si	5.445	0.0075	14.9434	-0.0025	0.0019	-0.0023
Si	-2.6847	2.8349	14.9804	-0.0022	0.0052	0.0031
Si	5.53	5.4666	15.1464	0.0054	-0.0008	0.0085
Si	-2.757	-2.7081	14.7721	0.0001	-0.0027	0.0056
Si	0.8767	-1.869	16.2674	0.0007	0.0008	0.0263
Si	4.1561	1.3678	16.3455	0.0012	0.0002	0.0215
Si	1.0303	3.7999	16.2398	-0.0008	0.0017	0.0199
Si	4.2873	-3.707	16.2079	-0.0037	-0.0011	0.0162
Si	6.6287	-1.5936	16.1858	0.0018	0.0019	0.0216
Si	-1.1601	1.5383	16.1749	-0.0019	-0.0017	0.0206
Si	-3.4868	4.571	16.4413	-0.0043	-0.0087	0.0238
Si	-1.3248	-4.0947	15.9391	-0.0007	-0.0023	0.0042
Si	1.3195	-1.6558	-7.1635	0.0018	0.003	0.0111
Si	0.6915	-3.098	-4.7733	0.0004	-0.0044	-0.0105
Si	-0.7637	3.3104	-6.7147	0.0035	-0.0007	0.012
Si	5.1136	5.2801	-2.0466	-0.0054	-0.0025	-0.0268
Si	1.4277	-0.872	-2.8316	0.0022	-0.0005	-0.0287
Si	5.7669	0.4279	-4.553	0.0041	0.0025	-0.0072
Si	2.3739	3.7907	-2.7545	-0.0004	0.0011	-0.0314
Si	8.0621	2.4013	-4.7027	0.001	-0.0006	-0.0076
Si	6.8391	-4.8177	-6.817	-0.0076	-0.0032	0.0052
Si	3.406	-3.2164	19.0258	-0.0048	-0.0037	0.0249
Si	-1.1313	0.6808	-2.8421	-0.0034	-0.0014	-0.03
Si	2.6487	-0.5365	18.4514	0.0046	0.0024	0.0248
Si	3.5908	1.242	-2.6954	0.0009	-0.0008	-0.0261
Si	-2.4327	-0.2543	18.4185	0.0015	-0.005	0.0303
Si	5.6189	3.2636	18.4141	-0.0088	0.0014	0.0323
Si	7.2609	5.0871	-3.9696	0.0016	-0.0024	-0.0128
Si	3.9791	5.1644	19.9549	-0.0024	0	0.0112
Si	-1.774	-3.8824	-2.9559	-0.0023	-0.0046	-0.027
Si	7.3811	-1.4928	-2.9105	0.0034	0.003	-0.0265
Si	1.5752	5.006	-5.4214	0.0023	-0.0006	-0.0082
Si	3.4951	0.1376	-6.7932	-0.0031	0.0004	0.0065
Si	1.8388	1.5645	20.5813	-0.0004	0.0037	0.0193
Si	1.1465	4.2427	19.257	-0.002	-0.0021	0.0362
Si	-1.102	-2.0598	20.3534	0.0001	0	0.0177
Si	1.341	-1.3622	5.4524	-0.0015	0.0012	-0.0017
Si	4.0716	1.3747	5.4603	-0.0005	0.0006	-0.0025
Si	1.352	4.0646	5.4518	-0.0013	-0.0008	-0.0004
Si	4.0947	6.7894	5.4694	0.0002	0.0004	-0.0026
Si	6.8122	-1.3825	5.4604	-0.0011	-0.0004	-0.0015
Si	-1.354	1.3636	5.4534	0.001	-0.0006	-0.0006
Si	6.798	4.084	5.4515	-0.0006	0.0002	-0.0012
Si	-1.3569	-4.0652	5.4386	-0.0005	0.0004	0.0005
Si	2.713	-0.0033	6.8011	0.0001	-0.0007	0.0011
Si	5.4343	2.7309	6.8108	0.0001	0	0.0012
Si	2.7168	5.4278	6.8014	0.0003	0.0011	0.0002
Si	5.4489	-2.7271	6.8228	-0.0017	0.0001	0.0006
Si	-2.7196	-0.0023	6.8009	-0.0007	0.0008	-0.0001
Si	0.0053	2.7089	6.8185	-0.0014	0.0003	0
Si	-2.7116	-5.428	6.7995	-0.0003	-0.0001	-0.0001
Si	-0.0136	-2.7217	6.8139	0.0013	0.0003	-0.0005
Si	1.365	1.3504	8.1679	0.0002	-0.0001	0.0001
Si	4.0756	4.0849	8.1606	-0.0007	-0.0003	0.0005
Si	1.3532	6.7881	8.1568	-0.0014	-0.0008	0.0004
Si	4.0766	-1.358	8.1612	-0.0008	0.0014	0.0007
Si	6.7957	1.3557	8.1542	-0.001	-0.0007	0.001
Si	-1.3545	4.0836	8.1599	-0.0006	0.001	0.0001
Si	6.8103	-4.0799	8.1693	-0.0004	0.0001	0.0001
Si	-1.3721	-1.3613	8.1604	-0.0008	-0.0011	-0.0007
Si	-0.0047	-0.0154	9.5027	-0.0008	0.0006	0.0002
Si	2.7306	2.7168	9.5107	-0.0015	0.0009	-0.0011
Si	0.0146	5.4218	9.5366	-0.001	-0.0012	-0.0007
Si	2.7139	-2.7307	9.5027	0.0009	-0.0004	0.0002
Si	5.4278	0.0123	9.5224	-0.0002	-0.0009	-0.0009
Si	8.1561	2.722	9.5019	-0.0004	-0.0001	0.0004
Si	5.4435	5.4388	9.5041	-0.0018	-0.0001	0.0006
Si	8.1458	-2.7013	9.5298	-0.0016	0.0016	-0.001
O	7.0085	3.9486	17.9227	0.0051	0.0054	-0.013
O	-0.24	-3.0392	16.6607	-0.0026	-0.0004	-0.0172
O	1.3796	4.4857	17.6758	-0.0004	-0.0039	-0.0246
O	1.5449	3.6726	-1.38	-0.007	0.0041	0.0212
O	0.0217	-5.4146	-0.3756	-0.0016	-0.0002	0.0075
O	1.0061	-1.149	-1.2931	0.001	-0.0035	0.0243
O	7.944	-2.8879	-3.4676	0.0016	0.0083	0.0075
O	1.5205	-2.2174	-3.7069	0.0036	0.0057	0.0084
O	5.4763	-2.6586	16.6561	-0.0007	-0.0008	-0.0117
O	-2.3521	-5.3867	-3.0468	0.0029	0.0071	0.0088
O	-1.407	-3.6331	20.0917	-0.0029	0.0011	0.0001
O	3.7862	4.4872	-2.4432	0.0034	0.0032	0.01
O	7.7471	0.3852	19.7254	-0.0007	-0.001	-0.0147
O	4.7036	-4.298	-1.1964	-0.0055	0.0047	0.0197
O	5.6384	2.4718	19.8417	0.0021	0.002	-0.0153
O	6.2218	-0.9936	-3.9237	0.0052	-0.0029	0.0042
O	5.1945	2.2961	17.1975	-0.0047	-0.0083	-0.0191
O	-0.9076	1.1715	-1.3206	-0.0003	0.003	0.0248
O	8.0813	2.7491	-0.4313	0.0004	0.0021	0.014
O	2.6336	2.3321	-3.3933	0.0021	-0.0003	0.0089
O	-1.796	0.93	17.5438	0.0044	0.0104	-0.0138
O	-2.1817	3.1545	-5.9783	-0.0012	-0.0016	-0.0029
O	-1.266	-1.2608	18.9479	-0.0026	0.0037	-0.0115
O	6.1252	4.3624	-1.1841	0.0079	-0.0047	0.0196
O	4.3654	-4.1386	19.9673	-0.0027	0.0027	0.0007
O	3.6854	1.7063	-1.1504	0.0063	-0.0016	0.0286
O	7.3486	-1.0444	17.5403	-0.0082	-0.0077	-0.0167
O	2.4451	1.3708	-6.9254	-0.0011	0.0032	-0.0019
O	1.6062	-4.2617	-5.4134	-0.0022	-0.005	-0.0016
O	5.8876	-5.1637	-3.3956	-0.0042	0.0014	0.0132
O	3.4204	-3.9478	17.5822	0.0033	-0.0019	-0.0255
O	3.303	0.5238	17.4413	0.0073	0.0056	-0.0151
O	6.8869	-1.7489	-1.3908	0.0009	0.0057	0.0224
O	-0.5451	-3.7361	-3.9764	-0.005	-0.0004	0.0114
O	1.451	-1.2981	17.6816	-0.0094	-0.0035	-0.0267
O	4.5278	4.4516	18.5978	0.006	-0.0044	-0.0151
O	-2.292	-0.4291	-2.8679	-0.0028	0.0022	0.0077
O	1.9379	-3.3036	19.6892	0.0064	0.0024	-0.0063
O	0.2593	-2.2205	-6.075	-0.0009	0.0012	-0.0027
O	0.2191	4.4411	-6.1021	-0.0001	-0.0007	-0.002
O	1.5478	4.591	-3.8654	0.0016	-0.0028	0.016
O	-0.0231	2.6141	16.6434	0.0002	-0.0045	-0.0107
O	-1.5991	1.9086	-3.7705	0.0029	-0.0037	0.0147
O	2.072	0.2027	19.753	0.0018	-0.0044	-0.0153
O	-1.4293	-3.5511	-1.4082	0.0038	-0.0028	0.0259
O	0.2607	0.0902	-3.4161	-0.0036	-0.0017	0.0185
O	7.1398	3.4843	-3.9442	-0.001	0.0022	0.0046
O	1.17	2.6622	19.6005	-0.0023	0.0034	-0.0067
O	-2.3527	-5.1366	16.7637	-0.0053	-0.0026	-0.0154
O	5.4133	0.0248	-0.2972	0.003	-0.0014	0.0086
O	-0.2689	4.867	19.7444	0.0043	-0.0009	-0.0068
O	2.632	-1.1525	-6.3379	0.001	-0.0002	-0.001
O	6.7055	-3.1976	-6.7684	-0.0005	-0.0011	-0.0099
O	2.8977	-0.2021	-2.8786	-0.0022	-0.0003	0.0064
O	5.0592	1.2545	-3.356	-0.0061	0.001	0.0078
O	3.7646	-1.6412	18.909	0.0007	0.0018	-0.0116
O	2.382	4.9452	20.0216	-0.0016	-0.0009	-0.0114
O	2.9194	4.5231	-6.1926	0.0008	-0.0019	-0.0061
O	-0.0705	1.8502	-6.6149	0.0021	0.0003	-0.0057
O	7.5561	-5.2622	-5.4638	-0.0021	-0.0005	-0.0009
O	2.781	-2.753	-0.3557	0.003	-0.0013	0.015
O	7.0817	1.1868	-5.1066	-0.0024	0.0007	0.005
O	5.3805	5.3574	-6.8996	0.0029	-0.0014	-0.0006
O	4.7062	0.3191	-5.7616	0.0024	0.0017	0.0024

Results
free energy: -118376.792 eV
free energy less fixed offsets of O -570.45, Si -639.56 eV per atom: -4.312 eV

The program warned: the cutoff lies below the one the program advises for these potential files; the forces do not sum to zero within the program's tolerance; empty levels may hold ghost states of the PAW files; the exchange-correlation potential is rough where the density is thin.
